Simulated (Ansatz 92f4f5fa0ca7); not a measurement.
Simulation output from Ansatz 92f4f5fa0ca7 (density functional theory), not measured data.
Periodic cell of 225 atoms, Si132O91As1H1, from a study of silicon, its oxide and their interface. The atomic structure is a simulated model.
Doubt: the cutoff is far below the 930 eV that the study's wrapper takes by default for these files, so forces and energies are approximate.

Settings
functional: PBE
potential files: Ansatz PAW
basis: plane waves
wave-function cutoff: 580 eV
density cutoff ratio: 5
exchange-correlation grid ratio: 1
k mesh: 1 x 1 x 1, Gamma-centred
self-consistency stop: 5e-08 eV per atom in the density residual
occupations: fixed
spin: none
net charge: 0

Cell vectors (angstrom)
a  10.938  0  0
b  0  10.938  0
c  0  0  33.189

Atoms and the computed forces on them: element, x, y, z (angstrom), force x, y, z (eV/angstrom)
Si  0.1209  0.0034  26.0386  0.1957  -0.0233  -0.0206
Si  5.2011  0.1775  25.4748  0.0102  0.1154  0.053
Si  3.0028  2.4761  25.5581  -0.0628  0.1062  -0.0252
Si  8.1279  2.7811  25.7346  -0.1447  0.2098  -0.1675
Si  -0.3078  5.6876  25.7244  -0.046  0.0878  -0.1604
Si  5.9012  5.0257  25.7852  -0.0914  -0.0289  -0.0845
Si  2.3371  8.6121  25.5764  -0.1858  0.0515  0.0372
Si  8.4133  7.9547  25.625  -0.1376  -0.2041  0.0547
Si  1.4711  1.4906  27.1621  0.0465  0.0339  -0.199
Si  6.7846  1.2762  26.9566  -0.0843  0.1062  -0.2197
Si  4.1467  4.0104  27.0009  0.1215  -0.0016  -0.2107
Si  9.6039  4.0562  27.0852  -0.0571  -0.018  -0.1829
Si  1.358  6.8568  26.9425  -0.0944  0.0217  -0.2527
Si  6.8566  6.8134  27.0236  0.0446  -0.0333  -0.275
Si  4.1077  9.56  26.9045  -0.039  -0.0297  -0.2203
Si  9.4706  9.5643  27.0531  0.0365  -0.1352  -0.1943
Si  2.7896  -0.0136  28.3903  -0.0702  -0.1122  0.1995
Si  8.1369  -0.0134  28.3944  0.0801  0.0419  0.074
Si  0.0306  2.7645  28.4598  -0.0032  0.0176  0.0251
Si  5.4847  2.6817  28.3997  0.0649  -0.0024  0.0872
Si  2.7486  5.458  28.3274  -0.0467  -0.0446  -0.0272
Si  8.2138  5.4552  28.4176  0.0222  -0.0101  0.0735
Si  -0.0094  8.2028  28.3688  0.0582  0.0988  0.2517
Si  5.4575  8.1935  28.3431  0.036  0.071  0.0248
Si  4.1018  1.3673  29.7707  0.2456  -0.2596  0.1852
Si  9.5708  1.3673  29.7707  -0.1345  -0.1425  -0.2252
Si  1.3673  4.1018  29.7707  0.274  0.511  0.1923
Si  6.8362  4.1018  29.7707  -0.0628  -0.1559  -0.0482
Si  4.1018  6.8362  29.7707  -0.0928  -0.0403  -0.4506
Si  9.5708  6.8362  29.7707  0.169  -0.0384  -0.0245
Si  1.3673  9.5708  29.7707  0.036  0.0005  -0.2641
Si  6.8362  9.5708  29.7707  -0.4016  -0.184  -0.0169
Si  0  0  31.138  0.0018  -0.0382  -0.0462
Si  5.469  0  31.138  -0.0736  -0.011  0.0339
Si  2.7345  2.7345  31.138  0.0236  0.0307  -0.046
Si  8.2035  2.7345  31.138  -0.0181  0.0399  0.0035
Si  0  5.469  31.138  0.0844  0.1068  0.0099
Si  5.469  5.469  31.138  0.0027  -0.0538  -0.047
Si  2.7345  8.2035  31.138  -0.0828  0.0035  -0.0271
Si  8.2035  8.2035  31.138  -0.0056  -0.0313  -0.0612
Si  1.3673  1.3673  32.5052  -0.0353  0.0165  -0.0114
Si  6.8362  1.3673  32.5052  0.0183  -0.057  -0.0281
Si  4.1018  4.1018  32.5052  -0.0114  -0.0074  -0.0071
Si  9.5708  4.1018  32.5052  0.0512  -0.0076  -0.0417
Si  1.3673  6.8362  32.5052  -0.0412  -0.0255  -0.0129
Si  6.8362  6.8362  32.5052  0.0218  0.0272  -0.0122
Si  4.1018  9.5708  32.5052  0.0484  0.0234  -0.0315
Si  9.5708  9.5708  32.5052  0.0087  -0.0034  -0.0144
Si  2.7345  0  0.6835  0.0243  -0.0675  0.004
Si  8.2035  0  0.6835  -0.0067  0.0394  0.0208
Si  0  2.7345  0.6835  -0.0451  0.0367  0.022
Si  5.469  2.7345  0.6835  0.0365  -0.011  0.0192
Si  2.7345  5.469  0.6835  -0.0461  0.0493  0.0146
Si  8.2035  5.469  0.6835  0.0202  -0.0513  0.0031
Si  0  8.2035  0.6835  0.0283  0.0052  0.0223
Si  5.469  8.2035  0.6835  -0.0457  0.0145  0.021
Si  4.1018  1.3673  2.0507  -0.0651  -0.0237  -0.0136
Si  9.5708  1.3673  2.0507  0.0739  -0.0332  0.0203
Si  1.3673  4.1018  2.0507  0.0387  -0.0177  0.0262
Si  6.8362  4.1018  2.0507  0.0229  0.08  0.0103
Si  4.1018  6.8362  2.0507  0.019  -0.0654  0.0232
Si  9.5708  6.8362  2.0507  -0.0222  0.0176  -0.0025
Si  1.3673  9.5708  2.0507  -0.0463  0.0911  0.0167
Si  6.8362  9.5708  2.0507  0.036  -0.0486  0.0186
Si  0  0  3.418  0.3062  0.2246  -0.4085
Si  5.469  0  3.418  -0.2284  0.003  0.2803
Si  2.7345  2.7345  3.418  0.1149  0.0266  -0.1462
Si  8.2035  2.7345  3.418  -0.0149  0.0726  0.2562
Si  0  5.469  3.418  0.0205  0.1301  0.2095
Si  5.469  5.469  3.418  -0.0725  -0.1321  -0.1705
Si  2.7345  8.2035  3.418  0.0764  -0.0044  0.3117
Si  8.2035  8.2035  3.418  -0.1874  -0.1608  -0.3018
Si  1.3829  1.3804  4.7769  -0.0706  -0.0329  -0.0181
Si  6.8007  1.3904  4.8062  -0.0335  0.05  -0.1098
Si  4.1277  4.0712  4.787  0.0791  -0.0474  -0.0469
Si  9.5695  4.1238  4.8121  -0.0278  -0.0033  -0.0338
Si  1.3896  6.8229  4.8241  0.0025  -0.0476  -0.0312
Si  6.7966  6.8469  4.7674  -0.0074  0.0148  -0.0098
Si  4.0873  9.5746  4.8473  -0.0107  0.0276  -0.0673
Si  9.5838  9.5737  4.6955  0.0442  0.072  -0.1887
Si  2.7206  0.0455  6.218  -0.0059  0.0002  0.1365
Si  8.2276  -0.0095  6.0076  -0.0325  -0.0215  0.1367
Si  0.0502  2.7724  6.1527  0.0833  0.0553  0.2272
Si  5.4479  2.7246  6.2647  -0.0323  0.0462  0.1687
Si  2.794  5.4082  6.1761  -0.062  -0.0178  0.1334
Si  8.1296  5.4761  6.1427  -0.0287  -0.054  0.2028
Si  -0.0133  8.2717  6.081  0.0272  -0.0583  0.0994
Si  5.4546  8.1796  6.2087  0.0441  -0.042  0.2761
Si  3.9042  1.5385  7.6795  -0.1069  0.0419  0.038
Si  9.6913  1.2269  7.3455  0.1179  -0.0416  0.4566
Si  1.7235  3.8014  7.5654  -0.0679  -0.0103  0.0619
Si  6.5706  4.3545  7.6037  0.0151  0.114  0.2169
Si  4.3157  6.5482  7.5748  0.024  0.0902  0.1397
Si  9.3134  7.1278  7.3183  -0.128  0.112  0.4362
Si  0.9637  9.9537  7.4274  -0.0128  0.0676  0.4593
Si  7.1752  9.3475  7.3711  0.1206  -0.2073  0.3227
O  9.3976  6.6841  25.1853  0.1853  0.0457  0.3811
O  4.0632  1.3104  24.9648  0.0547  -0.0003  0.3411
O  8.2484  8.2243  8.0205  -0.0481  -0.0003  -0.7442
O  2.7714  2.6572  8.2118  0.0052  0.087  -0.4733
O  7.1005  3.9947  25.3069  -0.1381  -0.0066  0.3207
O  1.2513  9.7799  25.9106  0.149  -0.1803  -0.1123
O  5.4807  5.4979  8.1511  -0.0184  -0.0968  -0.4519
O  -0.1747  0.1134  7.9438  0.1205  -0.0714  -0.5167
O  7.1642  3.7191  9.0215  -0.0479  0.0525  -0.2032
O  6.6929  10.2523  8.6533  -0.0489  0.0248  -0.0882
O  10.1453  6.4529  8.5561  0.0456  -0.0614  -0.0585
O  1.4759  9.4357  8.9035  0.0512  0.0167  -0.335
O  4.5649  0.8493  9.0535  -0.0608  0.0854  -0.2005
O  1.1402  4.6017  8.887  0.0361  -0.0591  -0.0609
O  8.9876  1.8403  8.7047  -0.0161  -0.0117  -0.1908
O  3.4826  7.0828  8.9092  0.0897  -0.1171  -0.2803
O  7.8124  8.5736  24.1864  -0.0754  0.0142  0.086
O  8.6599  2.1855  24.2679  -0.0987  0.0509  0.3677
O  5.3089  5.3355  24.2967  0.0026  0.0699  0.1236
O  2.3066  3.2281  24.2451  0.0584  -0.0824  0.0413
O  10.8325  0.6887  24.5729  -0.113  0.076  0.0599
O  0.3664  5.0668  24.3575  0.0332  0.0217  0.0562
O  2.2968  8.6797  23.8994  0.1765  -0.0249  0.5757
O  5.8601  10.4061  24.106  -0.0324  0.0768  0.1117
Si  11.8282  2.8688  16.4985  -0.1036  -0.0265  -0.0876
Si  4.8698  6.3601  23.1588  -0.0643  -0.1587  -0.1102
Si  1.2189  1.199  12.2835  -0.0472  0.0792  0.0461
Si  12.7898  5.857  16.447  -0.0181  -0.0323  -0.1776
Si  7.8384  -4.8741  15.5322  0.0227  0.0498  -0.2919
Si  10.3789  7.3508  11.6054  -0.1467  0.1483  0.0159
Si  3.6838  2.6464  15.7678  0.0861  0.0415  -0.3103
Si  5.1809  3.501  18.4197  -0.1283  0.1692  -0.001
Si  10.2553  12.2411  18.7889  0.1011  -0.0305  0.127
Si  9.1962  -1.4903  19.0794  -0.0233  0.0301  0.1911
Si  9.0385  1.6652  12.3433  0.1522  -0.2658  0.0122
Si  0.7201  7.6724  14.4246  -0.0542  0.0697  -0.2657
Si  10.764  5.3092  9.5274  0.048  0.2277  0.0237
Si  7.0421  10.3921  12.3711  0.3352  -0.1342  0.2507
Si  5.374  0.5676  18.7478  0.1471  -0.0359  0.2039
Si  7.7403  2.1982  17.8985  0.0973  0.0234  0.0032
Si  3.624  3.1762  12.8629  0.0151  0.0075  -0.1187
Si  5.4719  10.5651  9.6759  0.1195  -0.0061  0.0104
Si  4.7841  6.1826  20.2417  -0.1638  0.0342  0.214
Si  13.2982  10.2317  14.3163  0.0834  0.0216  -0.4282
Si  -0.944  1.6122  23.5353  0.0378  -0.192  0.1226
Si  4.8517  6.0125  12.5547  0.1843  -0.2265  -0.1274
As  3.6076  9.404  17.0798  -0.2967  -0.0166  -0.0623
Si  4.9263  11.7264  13.8533  0.1177  -0.0572  -0.2206
Si  8.5041  3.0544  9.678  -0.0172  -0.1488  -0.0237
Si  2.2506  6.1699  21.8175  0.0691  0.0391  -0.1297
Si  6.4275  9.0285  23.4097  0.025  -0.081  0.2229
Si  -4.6511  -1.915  20.2235  0.0457  -0.1534  -0.0561
Si  -0.6347  -3.5427  16.9797  0.0289  0.1217  -0.1192
Si  3.7077  7.9447  10.2795  -0.016  0.0024  0.2743
Si  -0.2772  -0.1456  21.271  0.0193  -0.0685  0.1118
Si  1.2379  9.4965  10.5064  -0.2855  0.0482  0.2731
Si  1.0811  3.948  23.4122  0.0693  0.0809  -0.0166
Si  1.0536  -2.2253  22.8364  -0.0952  -0.168  -0.2849
Si  8.9757  3.0689  15.1951  -0.0091  -0.0527  -0.2209
Si  7.5792  7.2314  12.675  -0.0277  0.0456  -0.2339
Si  4.7347  6.7979  15.6756  -0.0179  -0.1504  -0.3076
O  6.7792  3.4986  18.085  0.0249  -0.014  0.0082
O  8.0431  -3.9062  14.2247  -0.0004  -0.0543  0.2325
O  9.5999  -0.1184  18.2676  -0.0235  0.0464  -0.0697
O  1.8072  8.7662  13.8974  0.0716  0.0009  0.1393
O  -0.1972  7.2958  13.1704  0.0519  -0.0219  0.0726
O  -0.0125  2.8245  22.9882  0.0262  -0.0223  -0.0724
O  2.3769  8.4756  11.0472  0.0978  -0.0783  -0.0671
O  -7.4685  3.6048  14.4443  0.0117  -0.0591  0.2079
O  6.3791  0.0946  13.7251  -0.0886  -0.0079  0.0273
O  6.871  0.8382  18.1539  -0.0822  -0.0119  -0.014
O  2.2007  2.0062  16.0263  -0.0503  -0.0437  0.054
O  7.0293  8.7665  12.4862  -0.0476  0.0595  -0.0058
O  8.5564  0.0877  12.3045  -0.0768  0.0808  -0.0576
O  8.7678  7.0683  11.5658  0.0656  -0.0041  0.0231
O  4.6981  8.4431  16.018  -0.0946  0.2773  0.2114
O  12.3938  11.0117  11.1077  0.0676  -0.0871  -0.1102
O  4.7441  12.4121  15.3221  -0.1023  0.094  0.1542
O  16.4048  -5.0674  21.7099  0.0539  0.05  0.0491
O  3.81  10.542  13.6262  -0.0783  -0.0517  0.0921
O  6.4859  6.041  12.395  -0.0189  0.0157  0.0699
O  21.5445  3.1377  15.4308  0.0917  0.0027  0.0613
O  -1.9757  2.2964  18.9922  -0.0501  -0.0073  -0.0457
O  4.8105  13.0045  19.199  -0.0103  -0.1122  -0.0911
O  11.1675  6.112  10.8914  0.0135  -0.2006  -0.2504
O  12.5154  4.3048  16.8253  0.0303  0.1057  0.077
O  1.5368  4.7056  22.0183  -0.0958  -0.1618  0.2139
O  4.9681  4.9049  19.2349  0.0508  -0.1522  -0.1158
O  4.389  7.0393  11.4173  -0.0886  0.1649  -0.1689
O  3.4796  6.1548  16.537  -0.032  0.0491  0.1006
O  19.6273  2.3344  13.7776  -0.0251  0.1099  0.1388
O  -1.1238  -1.3707  20.5906  0.0117  0.0851  -0.0571
O  8.9604  6.5069  16.6356  0.0085  -0.0471  0.089
O  -0.218  8.2657  15.6347  -0.0413  -0.0676  0.2095
O  16.4102  7.6314  19.8177  0.0348  0.1109  0.0022
O  2.4993  10.1984  15.9519  0.1803  -0.187  0.5769
O  0.7417  6.6037  17.4015  -0.025  0.0076  0.0805
O  -2.5938  2.163  16.3901  -0.0672  -0.0408  0.0627
O  6.2537  -4.7121  16.0342  -0.0416  0.0273  0.0913
O  4.3231  3.4586  17.0225  0.0213  0.0235  0.1305
O  4.1747  4.5548  12.1752  -0.0122  0.0497  0.0671
O  4.5877  9.2275  9.8351  0.0089  -0.001  -0.0202
O  6.1446  -0.0252  11.1166  -0.1967  0.0715  -0.2954
O  6.7157  9.1245  21.8049  -0.0059  0.0189  0.0648
O  0.3291  2.0409  17.7719  0.0419  -0.0001  -0.0114
O  9.6319  0.6223  22.2943  0.0168  0.0236  -0.0077
O  3.2531  6.293  23.0969  0.0111  0.0552  0.1111
O  8.2062  4.5125  15.152  -0.008  0.0064  0.0993
O  0.1587  0.9697  20.1516  -0.0543  0.0122  -0.1101
O  -1.043  8.2538  18.2728  0.1102  -0.0884  -0.0713
O  4.7506  12.9249  12.7417  -0.052  0.0043  0.1262
O  5.3108  7.8609  23.6049  -0.0312  0.0801  0.035
O  4.4901  -4.4096  14.0701  -0.0634  0.1357  0.2886
O  1.1994  7.4157  21.8306  0.0341  0.0707  0.0872
O  8.2328  2.4714  11.176  -0.0585  0.1461  -0.2476
O  12.3837  6.2906  14.9109  0.0645  -0.0581  0.1632
O  2.8783  -2.336  18.2993  0.2234  0.3195  -0.4454
O  9.6592  4.1734  9.8033  0.0123  -0.0071  0.0844
O  2.2442  2.5019  12.2337  0.0037  -0.0131  0.0176
O  -0.1947  8.8242  10.9642  0.0478  -0.0385  -0.0564
O  15.4383  -0.0887  17.516  -0.2038  -0.2679  -0.1844
O  5.4071  10.3863  19.9386  -0.0321  0.0678  -0.0677
O  3.1543  6.2701  20.4546  0.0407  0.023  -0.0184
O  1.0419  10.1233  21.977  -0.026  0.0107  0.0125
O  12.2742  0.4448  13.7469  0.0323  -0.0958  0.1585
O  -3.3262  -1.8455  19.2651  -0.0471  0.0294  -0.0084
O  10.6466  1.7617  12.0921  -0.0774  0.0616  0.0039
O  -0.3536  -2.3215  23.6629  -0.0196  0.0239  0.0114
H  -1.177  -2.5998  23.2236  0.2079  0.0385  -0.0066

Results
free energy: -140533.461 eV
free energy less fixed offsets of As -4856.12, H -15.97, O -568.88, Si -635.61 eV per atom: 7.229 eV

The program warned: the cutoff lies below the one the program advises for these potential files; the forces do not sum to zero within the program's tolerance; the exchange-correlation potential is rough where the density is thin.
